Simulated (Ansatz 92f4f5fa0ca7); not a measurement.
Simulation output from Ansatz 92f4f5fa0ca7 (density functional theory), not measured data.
Periodic cell of 231 atoms, Si140O85As6, from a study of silicon, its oxide and their interface. The atomic structure is a simulated model.
Doubt: the cutoff is low for norm-conserving oxygen, so forces and energies are approximate.
Doubt: the program's own warning below bears on the result.
This geometry differs little from another in the collection (a relaxation step or a small displacement).

Settings: functional HSE06; potential files SPMS norm-conserving; basis plane waves; wave-function cutoff 800 eV; density cutoff ratio 4; exchange-correlation grid ratio 1; k mesh 1 x 1 x 1, Gamma-centred; occupations fixed; spin none; net charge 0.

Cell vectors (angstrom)
a 11.6015 0 0
b 0 10.938 0
c 0 0 32.6625

Atoms: element, x, y, z (angstrom)
Si 0.0398 -0.0651 24.1383
As 3.9368 -0.2039 23.9586
As 7.8631 -0.3059 23.9542
Si 2.0301 1.2316 24.1926
Si 5.9753 1.103 24.0767
Si 9.6769 1.2845 24.0991
Si -0.2575 5.4339 24.0049
Si 3.7521 5.2937 23.6334
Si 7.8121 5.4941 23.8895
Si 1.7706 6.6892 23.85
Si 5.7475 6.7762 23.5995
As 9.5969 7.0726 23.9179
Si 1.9406 2.7467 25.9657
Si 5.8079 2.7176 25.8181
Si 9.6248 2.7191 25.9619
Si -0.043 4.0623 25.9272
Si 3.8657 4.1073 25.7741
Si 7.7099 4.1245 25.8646
Si 1.9257 8.0735 25.8616
Si 5.7927 8.0697 25.7585
Si 9.6613 8.1453 26.0204
Si 0.0085 9.475 26.0063
Si 3.8738 9.4538 25.9309
Si 7.7301 9.4667 25.9855
Si 0.0014 -0.0029 27.8571
Si 3.8681 -0.0431 27.822
Si 7.6931 -0.0218 27.8429
Si 1.9446 1.3462 27.8598
Si 5.7777 1.3668 27.7986
Si 9.6382 1.3273 27.8556
Si 0.0066 5.4491 27.8435
Si 3.8857 5.435 27.7806
Si 7.716 5.4511 27.8285
Si 1.9499 6.7908 27.8386
Si 5.7976 6.8195 27.7944
Si 9.6639 6.7714 27.8923
Si 1.9336 2.7345 29.7633
Si 5.8008 2.7345 29.7633
Si 9.6679 2.7345 29.7633
Si 0 4.1018 29.7633
Si 3.8672 4.1018 29.7633
Si 7.7343 4.1018 29.7633
Si 1.9336 8.2035 29.7633
Si 5.8008 8.2035 29.7633
Si 9.6679 8.2035 29.7633
Si 0 9.5708 29.7633
Si 3.8672 9.5708 29.7633
Si 7.7343 9.5708 29.7633
Si 0 0 31.6969
Si 3.8672 0 31.6969
Si 7.7343 0 31.6969
Si 1.9336 1.3673 31.6969
Si 5.8008 1.3673 31.6969
Si 9.6679 1.3673 31.6969
Si 0 5.469 31.6969
Si 3.8672 5.469 31.6969
Si 7.7343 5.469 31.6969
Si 1.9336 6.8362 31.6969
Si 5.8008 6.8362 31.6969
Si 9.6679 6.8362 31.6969
Si 1.9336 2.7345 0.9679
Si 5.8008 2.7345 0.9679
Si 9.6679 2.7345 0.9679
Si 0 4.1018 0.9679
Si 3.8672 4.1018 0.9679
Si 7.7343 4.1018 0.9679
Si 1.9336 8.2035 0.9679
Si 5.8008 8.2035 0.9679
Si 9.6679 8.2035 0.9679
Si 0 9.5708 0.9679
Si 3.8672 9.5708 0.9679
Si 7.7343 9.5708 0.9679
Si 0.0188 0.0518 2.8547
Si 3.8593 0.0421 2.8859
Si 7.7577 0.0399 2.8656
Si 1.939 1.43 2.9425
Si 5.8104 1.3832 2.8814
Si 9.6904 1.4179 2.8998
Si 0.0426 5.4674 2.9741
Si 3.8544 5.4646 2.904
Si 7.7356 5.5298 2.8612
Si 1.9404 6.8553 2.9033
Si 5.779 6.8253 2.8641
Si 9.709 6.831 2.9207
Si 1.9581 2.7534 4.948
Si 5.8437 2.7773 4.789
Si 9.6968 2.9721 4.7149
Si 0.0637 4.2231 5.0545
Si 3.8977 4.1473 4.8729
Si 7.7317 4.2497 4.8138
Si 1.9294 8.2363 4.8192
Si 5.7855 8.2228 4.7489
Si 9.7149 8.222 4.8413
Si 0.007 9.6522 4.7708
Si 3.8703 9.6092 4.7977
Si 7.7538 9.499 4.6921
Si -0.0602 0.2351 6.594
Si 3.8988 0.0136 6.7551
Si 7.8764 -0.0172 6.4973
As 1.9846 1.4735 7.0105
Si 5.9256 1.3226 6.6603
Si 9.5527 1.5927 6.5195
Si 0.0669 5.6859 7.0958
As 3.9215 5.4291 6.9221
Si 7.762 5.6303 6.801
As 2.035 7.0705 6.917
Si 5.7913 6.9552 6.7221
Si 9.7118 7.0371 6.9386
O 6.3016 2.3804 7.8789
O 11.1611 10.1312 7.8112
O 7.7074 4.6331 8.1155
O 9.0332 2.3786 7.9079
O 9.7046 8.0316 8.284
O 3.8868 9.9031 8.0276
O 0.0538 5.1154 8.6766
O 5.7664 8.0342 7.9826
O 8.3761 10.189 7.9033
O 5.7697 7.8584 22.3303
O 2.538 8.9981 18.4465
O 3.6524 4.1651 22.3846
O 9.6191 2.1955 22.7253
O 2.0476 2.1488 22.8346
O 0.0063 9.895 22.8222
O 1.594 7.7524 22.6041
O 6.2265 1.6579 22.5332
O -0.6505 4.4887 22.6957
Si 7.6407 -4.2763 16.6219
Si 5.0889 5.1668 12.4209
Si 1.3203 13.181 14.726
Si 0.0377 3.5375 17.1522
Si 4.5682 6.075 16.7908
Si 2.1199 9.8583 11.6931
Si -0.4713 19.126 14.7464
Si 5.6793 8.7398 20.9677
Si 9.7759 9.6443 8.5161
Si -5.3685 -0.749 13.9394
Si 5.5584 1.0295 21.1856
Si 10.2025 7.0596 12.213
Si -6.6922 10.8199 11.14
Si -1.9725 3.7095 22.1407
Si 10.002 2.491 19.3906
Si -2.3629 9.642 13.0948
Si -0.7348 0.0287 11.093
Si -4.8731 12.7227 15.6594
Si 6.4429 2.6155 11.2081
Si 7.3194 12.0217 18.656
Si 13.1995 -0.9249 19.2732
Si 10.7246 19.4372 19.3904
Si 3.9333 8.2051 18.5582
Si 8.3962 2.8803 13.5688
Si -0.3234 2.7969 12.0867
Si 4.7298 8.8455 8.9316
Si 7.7656 8.9724 18.7548
Si 7.6612 3.055 8.4671
Si -3.84 16.796 13.671
Si 11.9273 5.4072 10.2701
Si 1.899 10.1881 14.7845
Si 4.468 -2.2083 15.8077
Si -8.5927 -3.9166 10.8264
Si 10.4841 6.3144 17.2262
Si 3.0235 13.7351 21.7302
Si 0.7334 8.8685 21.8245
Si 1.321 13.0297 19.3534
Si 4.1858 14.608 15.0575
O 0.8228 2.4332 13.1882
O 7.6964 9.951 13.3274
O -8.7726 13.7457 14.901
O 2.1321 10.3275 13.2138
O 1.3474 11.6369 15.2352
O -3.8258 6.7836 15.0015
O -3.4271 2.0233 14.9306
O 4.3822 19.2753 20.0942
O 5.4916 -1.2206 10.083
O 3.2766 9.7669 15.4998
O 11.7236 15.0373 11.2176
O 4.0905 -3.7822 15.6672
O -7.246 4.5422 13.712
O -0.0335 16.0751 17.1316
O -0.3991 8.1732 20.8999
O 8.3059 4.5184 22.642
O 5.558 3.9491 11.4509
O -1.7338 2.9711 12.8977
O -6.0614 13.7556 15.2843
O 10.0749 10.8895 12.5107
O -7.7011 6.6195 18.1768
O -4.6696 1.8043 17.2624
O 0.098 9.6472 18.7875
O 7.54 2.8848 10.0575
O 9.6392 3.6053 20.5229
O 6.91 8.3672 19.9871
O 7.2537 21.382 18.3835
O 8.7874 1.4607 19.2075
O -0.4404 12.5524 10.975
O 4.0692 6.15 11.6643
O -2.5757 6.085 12.7041
O 1.7214 9.7099 20.8584
O 5.2805 -0.4563 12.6719
O 1.9648 0.6327 19.0393
O 3.7754 7.7139 9.5808
O 5.48 1.3649 10.8283
O -0.2954 7.2843 13.3979
O 10.8939 6.514 10.8685
O 4.0859 1.6796 21.2377
O 9.8962 10.3005 9.9864
O 7.9096 4.3224 14.0877
O 1.8229 16.9572 10.3785
O -4.286 13.2052 12.5217
O 4.87 8.8931 17.3934
O -1.3213 3.0797 17.9073
O 3.2915 10.7179 10.9702
O -5.225 6.0517 12.8636
O -0.8517 7.2781 15.9836
O 6.2162 11.3157 15.0793
O 10.7598 7.1096 18.59
O -2.6695 16.753 17.1474
O 12.4528 9.0147 15.0984
O 5.6049 -0.5976 21.2459
O 9.4522 8.4726 11.9939
O 11.3997 1.8098 19.8591
O 6.196 -4.9433 16.9322
O 1.2872 13.9084 18
O 4.0184 4.6367 16.3488
O 7.7235 8.0783 17.4065
O 9.2518 -1.8371 19.3347
O 0.669 10.1594 11.0533
O 9.8964 9.2025 14.4963
O -5.9389 -2.0226 14.7459
O 2.1247 3.0185 20.4087
O 0.2289 3.0162 15.6419
O 2.3914 8.2642 11.6585
O 6.2697 1.4977 19.819

Results
free energy: -69884.606 eV
free energy less fixed offsets of As -2657.37, O -447.96, Si -113.29 eV per atom: -3.186 eV
gap between the highest filled and lowest empty level on this k mesh: 1.518 eV

The program warned: the cutoff lies below the one the program advises for these potential files; the model core charge is not resolved on the grid; the forces do not sum to zero within the program's tolerance; the exchange-correlation potential is rough where the density is thin.
